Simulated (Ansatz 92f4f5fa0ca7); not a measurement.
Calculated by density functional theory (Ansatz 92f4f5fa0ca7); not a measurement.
Periodic cell of 220 atoms, Si131O87Al1F1, from a study of silicon, its oxide and their interface. The atomic structure is a simulated model.
Doubt: the cutoff is far below the 930 eV that the study's wrapper takes by default for these files, so forces and energies are approximate.
Doubt: the program's own warning below bears on the result.
This geometry differs little from another in the collection (a relaxation step or a small displacement).

Settings: functional PBE; potential files Ansatz PAW; basis plane waves; wave-function cutoff 580 eV; density cutoff ratio 5; exchange-correlation grid ratio 1; k mesh 1 x 1 x 1, Gamma-centred; self-consistency stop 5e-08 eV per atom in the density residual; occupations fixed; spin none; net charge 0.

Cell vectors (angstrom)
a  10.938  0  0
b  0  10.938  0
c  0  0  32.7878

Atoms and the computed forces on them: element, x, y, z (angstrom), force x, y, z (eV/angstrom)
Si  -0.2365  0.3332  25.2577  -0.1063  0.1004  -0.0936
Si  5.7677  -0.1581  25.3085  0.089  -0.0671  -0.0641
Si  2.5342  3.0759  25.3211  -0.0878  0.1162  -0.1278
Si  8.4724  2.5931  25.2121  0.0756  -0.0758  -0.0612
Si  0.2948  5.3041  25.3043  0.1101  -0.0925  -0.0839
Si  5.1947  5.7858  25.414  -0.1178  0.0774  -0.1824
Si  2.9939  8.0314  25.3315  0.0812  -0.1124  -0.0566
Si  7.9871  8.5369  25.3291  -0.0898  0.1102  -0.0837
Si  1.3675  1.4429  26.5894  -0.0237  0.039  0.0044
Si  6.8983  1.439  26.6082  0.0432  -0.0252  -0.0316
Si  4.0742  4.182  26.7111  -0.0191  0.0281  -0.0141
Si  9.6095  4.145  26.5892  0.0439  -0.0398  -0.0209
Si  1.3997  6.8839  26.657  0.0531  -0.0187  -0.0339
Si  6.8469  6.9189  26.6364  -0.0212  0.0379  0.0096
Si  4.1458  9.6318  26.6172  0.0432  -0.0382  -0.018
Si  9.577  9.676  26.6288  -0.0244  0.0327  -0.0161
Si  2.7175  0.0287  27.9628  0.0077  -0.0062  0.0007
Si  8.1941  0.041  28.0273  -0.0118  -0.0012  -0.0312
Si  -0.0102  2.7558  28.0061  -0.0067  0.0091  -0.0181
Si  5.4669  2.7508  27.9846  -0.0019  -0.0017  -0.0007
Si  2.7039  5.5048  28.0671  -0.0182  0.0144  -0.0317
Si  8.2005  5.4846  27.9661  0.0005  -0.001  0.0006
Si  -0.0211  8.2398  27.9787  0.0075  -0.0145  0.0006
Si  5.4589  8.2342  28.0264  -0.0144  0.0049  -0.0246
Si  4.1018  1.3673  29.3695  -0.0254  0.0104  -0.2187
Si  9.5708  1.3673  29.3695  0.0742  0.1541  0.1995
Si  1.3673  4.1018  29.3695  -0.2001  -0.0083  0.295
Si  6.8362  4.1018  29.3695  0.0534  0.0807  -0.1907
Si  4.1018  6.8362  29.3695  0.0558  0.1992  0.3164
Si  9.5708  6.8362  29.3695  -0.0265  0.0622  -0.2284
Si  1.3673  9.5708  29.3695  0.0078  0.1065  -0.2228
Si  6.8362  9.5708  29.3695  0.0101  0.1677  0.1784
Si  0  0  30.7368  0.0258  0.0415  -0.0233
Si  5.469  0  30.7368  0.0587  -0.0569  -0.002
Si  2.7345  2.7345  30.7368  0.0034  0.0389  -0.0125
Si  8.2035  2.7345  30.7368  0.0924  -0.0013  -0.0042
Si  0  5.469  30.7368  0.0479  -0.055  0.0064
Si  5.469  5.469  30.7368  0.0155  0.0521  -0.0197
Si  2.7345  8.2035  30.7368  0.0815  0.0008  -0.011
Si  8.2035  8.2035  30.7368  0.0032  0.0222  -0.0224
Si  1.3673  1.3673  32.104  -0.0243  -0.0513  -0.0068
Si  6.8362  1.3673  32.104  -0.0476  0.0243  -0.0229
Si  4.1018  4.1018  32.104  0.0077  -0.0008  -0.0111
Si  9.5708  4.1018  32.104  -0.0615  0.0481  -0.0158
Si  1.3673  6.8362  32.104  -0.0199  0.0577  -0.0351
Si  6.8362  6.8362  32.104  0.0067  0.0019  -0.0037
Si  4.1018  9.5708  32.104  -0.0689  0.0087  -0.0252
Si  9.5708  9.5708  32.104  0.0173  -0.0089  -0.0129
Si  2.7345  0  0.6835  0.0629  -0.0486  0.0162
Si  8.2035  0  0.6835  0.0101  -0.0243  0.0252
Si  0  2.7345  0.6835  0.0132  0.024  0.0033
Si  5.469  2.7345  0.6835  0.0238  -0.0157  0.0391
Si  2.7345  5.469  0.6835  -0.0257  0.0081  0.0141
Si  8.2035  5.469  0.6835  0.0672  -0.0291  0.0182
Si  0  8.2035  0.6835  0.043  -0.0671  0.0284
Si  5.469  8.2035  0.6835  0.0125  0.0471  -0.0015
Si  4.1018  1.3673  2.0507  -0.0609  -0.0323  0.0268
Si  9.5708  1.3673  2.0507  0.0222  -0.0414  0.0053
Si  1.3673  4.1018  2.0507  -0.0343  -0.0218  0.0178
Si  6.8362  4.1018  2.0507  -0.0417  0.0494  0.0205
Si  4.1018  6.8362  2.0507  -0.0536  -0.0016  0.0394
Si  9.5708  6.8362  2.0507  -0.1025  0.0543  -0.0223
Si  1.3673  9.5708  2.0507  -0.0352  0.0981  -0.0142
Si  6.8362  9.5708  2.0507  -0.0851  -0.1399  -0.009
Si  0  0  3.418  0.4419  0.27  -0.6371
Si  5.469  0  3.418  -0.0063  0.107  0.0646
Si  2.7345  2.7345  3.418  0.039  0.0981  0.1075
Si  8.2035  2.7345  3.418  -0.1323  0.0192  0.4503
Si  0  5.469  3.418  -0.0353  -0.3356  0.1847
Si  5.469  5.469  3.418  -0.009  -0.416  0.3572
Si  2.7345  8.2035  3.418  0.1138  -0.1647  0.1481
Si  8.2035  8.2035  3.418  -0.3366  -0.5408  -0.9247
Si  1.3563  1.3787  4.7805  0.004  -0.0044  0.012
Si  6.8013  1.365  4.8365  0.0209  0.0435  0.0165
Si  4.1236  4.0162  4.8744  0.0528  0.0145  -0.0075
Si  9.58  4.0657  4.8556  0.0095  0.0157  0.0045
Si  1.4127  6.7603  4.7819  -0.015  0.0219  -0.003
Si  6.9018  6.7749  4.7734  0.0133  -0.0017  0.0175
Si  4.1285  9.5569  4.7894  0.0287  0.0162  0.0016
Si  9.5702  9.5479  4.6061  -0.0181  0.0205  0.0016
Si  2.6971  -0.0416  6.117  -0.057  0.0163  -0.0327
Si  8.2479  -0.0979  5.9688  0.0121  -0.0215  0.0041
Si  -0.0277  2.6491  6.2561  0.0352  -0.05  0.0287
Si  5.3897  2.5407  6.4194  -0.0843  -0.0118  -0.0712
Si  2.725  5.3821  6.2506  0.0046  -0.0244  0.0047
Si  8.1595  5.3543  6.2669  -0.0543  0.0415  0.0471
Si  -0.137  8.111  5.8962  -0.0129  -0.0286  0.0418
Si  5.5578  8.183  6.0869  0.0156  -0.0547  0.0233
Si  3.688  1.2861  7.8129  0.051  0.1276  0.3122
Si  9.7398  0.9158  7.442  0.0348  -0.1015  0.0831
Si  1.5976  3.7169  7.6014  0.0478  -0.1087  0.1636
Si  6.4997  4.2437  7.6509  -0.0884  0.0827  0.1086
Si  4.4146  6.62  7.3682  0.0755  -0.062  0.108
Si  9.3872  7.0179  7.4197  -0.0435  0.0616  0.0676
Si  0.9916  9.6879  7.1226  -0.0762  -0.0011  0.2634
Si  7.2122  9.2919  7.3763  0.0913  -0.0171  0.113
O  1.4033  4.1746  24.7717  0.0031  0.003  0.1751
O  6.8531  9.6299  24.778  0.0141  -0.0174  0.1548
O  2.6923  2.5758  8.1654  -0.0774  0.0025  -0.1807
O  8.2839  8.1519  7.9552  0.0154  -0.0515  -0.1576
O  5.4133  5.4495  7.9616  0.0611  -0.0208  -0.1636
O  -0.0079  -0.1591  7.8971  0.0648  -0.0279  -0.2334
O  4.0934  6.8897  24.8206  0.0231  -0.0143  0.1839
O  9.5717  1.439  24.705  0.0154  -0.0207  0.1621
O  1.6596  8.6875  8.2089  -0.0252  0.0749  -0.0725
O  0.8597  4.2849  8.9585  0.074  -0.0512  -0.1929
O  8.8209  1.1697  8.8081  0.0412  0.0413  -0.099
O  6.7888  10.2415  8.6774  -0.0286  -0.0223  -0.0665
O  3.9267  0.4516  9.2939  -0.077  0.0708  -0.122
O  4.0636  7.5553  8.6815  -0.0012  -0.0006  -0.0896
O  6.89  3.763  9.1931  -0.0437  0.0066  -0.0821
O  10.3247  6.4541  8.6285  -0.0843  0.0363  -0.2135
O  3.2907  2.481  23.9823  -0.0074  -0.0025  0.0857
O  5.1777  0.5766  23.957  -0.0056  -0.0108  0.0662
O  7.8546  3.3196  23.8467  0.0003  0.003  0.0583
O  10.6088  6.0161  23.9542  -0.0096  0.0073  0.0613
O  8.7055  7.906  23.9895  -0.0057  -0.004  0.0598
O  2.3427  8.6915  23.9705  -0.0047  0.0125  0.0614
O  5.8101  5.0318  24.1019  0.0189  0.001  0.0779
O  0.4667  10.6172  23.9133  -0.0035  0.0108  0.0777
Si  3.623  10.4981  10.6592  0.154  -0.3072  -0.2382
Si  0.9348  3.2237  12.668  -0.5507  0.4628  -0.0991
Si  -2.5048  -1.9139  11.7213  0.5747  -0.6405  -0.2918
Si  4.4676  1.7705  23.1067  -0.0389  -0.0288  -0.0668
Si  -6.1774  -7.5688  17.2663  -0.0219  -0.0025  0.2989
Si  3.3581  -11.0723  15.8867  -0.1106  -0.166  0.2511
Si  1.193  9.4185  23.0751  0.0345  -0.0023  -0.0735
Si  15.7503  8.4203  17.4517  0.1177  -0.0674  0.0395
Si  -1.9099  3.1817  12.6255  0.1451  0.2206  0.023
Si  -1.2928  4.2705  19.1494  0.0447  0.0317  0.0561
Si  2.4386  0.5165  21.1061  -0.0537  0.0584  0.0006
Si  4.9996  12.9353  14.6587  0.7883  -0.0611  0.7482
Al  10.6347  18.0659  11.9801  0.0654  0.3659  0.1623
Si  2.5474  0.8974  13.1974  -1.0968  -0.9284  -0.3564
Si  7.6943  11.2296  9.6337  0.1708  -0.185  0.1973
Si  0.246  5.9721  17.1374  -0.2477  -0.0911  -0.1964
Si  5.3962  -2.2124  12.4768  0.2242  -0.1041  -0.109
Si  2.6103  -2.9693  9.2826  -0.1471  0.0396  0.2023
Si  3.8724  3.4628  12.2324  -0.0501  1.1498  -0.9629
Si  7.9341  6.0518  20.9642  0.0367  -0.0091  -0.052
Si  7.276  -2.4128  19.2186  0.0736  -0.0207  0.0575
Si  10.3752  5.2611  14.2549  -0.0782  0.936  -0.1987
Si  2.4058  1.3765  18.2609  -0.0945  -0.0242  0.1943
Si  9.7602  -2.2199  17.3828  0.012  -0.0102  -0.101
Si  6.6003  2.9623  10.5771  0.349  -0.082  -0.0677
Si  -3.1101  1.3744  14.6075  0.3908  -0.138  0.0426
Si  0.1239  1.9656  20.107  0.013  0.0383  0.0706
Si  8.9465  -0.0454  19.1683  0.0561  0.0119  0.0624
Si  6.5893  4.044  23.0868  -0.0161  0.0554  -0.0115
Si  9.8994  7.2219  23.118  -0.0054  -0.0333  -0.0598
Si  7.7238  2.3456  17.5686  0.1501  -0.0075  0.0551
Si  11.4363  5.7472  9.6027  -0.25  -0.0607  0.6653
Si  6.3806  7.791  14.9137  0.2107  0.0295  -0.0867
Si  4.498  -4.7009  13.733  0.065  0.36  0.0166
Si  3.3786  6.0681  16.7426  -0.1243  0.0603  -0.0848
Si  8.7804  -1.525  14.6812  0.14  -0.2028  -0.3097
O  5.8791  7.7509  16.4367  -0.0586  0.0041  0.0594
O  5.7414  -2.0471  18.7118  -0.0638  0.0191  -0.0488
O  7.9233  2.2537  15.9614  -0.1048  -0.0057  -0.0525
O  -1.7623  -1.4094  13.1201  -0.1229  0.1897  0.2218
O  6.8969  -2.494  11.902  -0.343  0.0486  0.1147
O  14.6137  7.3078  17.7703  0.0124  0.0201  -0.0044
O  1.2213  1.6179  21.2625  0.0195  -0.0339  -0.0158
O  3.8555  13.0384  13.3702  0.2866  -0.0024  0.2236
O  -2.0229  1.7813  13.4818  -0.1142  -0.0384  0.0711
O  -0.014  5.6741  11.1199  0.3275  -1.2169  -1.046
O  6.2214  2.949  17.8847  -0.1188  0.041  -0.0794
O  8.4732  5.2252  19.69  -0.0181  0.0193  -0.0053
O  -3.0534  -0.1892  15.0143  -0.1217  0.176  0.0401
O  -0.6326  5.3991  15.8866  0.122  -0.0552  0.1298
O  -0.061  7.5415  17.4896  0.0013  0.0219  0.0196
O  -0.4651  3.0458  11.8375  0.1166  -0.1371  0.0995
O  7.1137  -3.6177  20.3227  -0.0088  0.0265  -0.0482
O  10.8282  5.118  18.4647  0.0052  0.0118  -0.0256
O  3.7854  1.0733  21.8081  0.0463  0.0394  0.0667
O  -8.6285  3.4834  11.7481  0.4764  -0.289  0.2637
O  7.9416  0.8792  18.255  -0.0484  0.0196  -0.038
O  10.3562  14.3489  20.3514  -0.017  -0.0006  -0.0463
O  3.6212  6.3872  15.1247  0.03  -0.0421  0.0114
O  0.95  2.0173  18.6665  0.0489  -0.0233  -0.0844
O  1.8127  -5.2347  16.84  0.1238  -0.0095  0.0214
O  6.6717  12.2953  10.3294  -0.0934  0.1087  -0.0075
O  7.7528  14.3488  11.6414  -0.1552  -0.0373  -0.0539
O  9.3191  -3.1112  11.155  -1.2224  0.7927  -0.4885
F  11.8957  19.1281  11.9694  1.0108  0.7762  -0.0504
O  0.7765  4.3631  13.823  0.2155  -0.2999  -0.041
O  -0.5319  -4.2061  13.6181  -0.2008  -0.9358  1.4507
O  2.8842  9.0996  10.397  0.0378  0.038  -0.0839
O  1.905  6.5804  9.6809  0.1597  0.0677  -0.1417
O  5.0513  14.1769  11.1402  -0.3601  -0.15  0.3882
O  4.7023  0.7547  15.6382  -0.0523  0.2261  -0.3249
O  2.7917  0.3632  19.5022  0.0164  0.0195  -0.094
O  4.1976  4.7865  13.0794  -0.0705  -0.571  -0.0179
O  9.2202  6.5933  21.7905  0.0427  0.0381  0.0733
O  5.6034  9.0119  14.0961  -0.0774  0.0266  0.0643
O  -1.0854  0.8629  20.1638  -0.0232  -0.0186  -0.0264
O  7.0449  5.0061  21.8475  -0.033  -0.0618  0.0764
O  -2.9775  -2.9156  14.8807  -0.1108  0.0356  0.0955
O  1.9285  -0.8951  21.7495  -0.0428  -0.0483  0.0714
O  -0.8818  -0.9043  18.313  -0.0141  0.0054  0.0018
O  2.2445  0.5822  16.8359  0.0622  -0.0254  -0.1151
O  2.727  -0.2431  14.3535  0.1651  0.3253  -0.162
O  5.5633  2.8692  22.5835  0.0061  0.0098  0.0291
O  8.9232  -7.6424  18.0768  -0.061  -0.0373  -0.0198
O  3.601  2.4697  17.9952  0.0643  0.0443  -0.0825
O  -1.0328  -1.6489  15.844  -0.0281  0.0267  0.1203
O  2.6501  0.4424  11.6521  0.149  0.3993  0.567
O  1.2117  1.7717  13.4246  0.5357  -0.0593  0.0938
O  -7.0125  -1.3953  16.6835  -0.0545  0.1222  -0.0777
O  6.3961  12.7223  13.8971  -0.6699  0.0898  -0.0895
O  4.8521  -7.6516  15.6105  -0.1502  -0.1963  -0.4468
O  0.0698  8.3199  22.6377  0.0004  0.0015  0.0286
O  7.9507  -1.0961  19.9485  -0.0266  -0.0099  -0.0404
O  4.3718  -3.5373  12.538  -0.0132  -0.0948  0.0966
O  -2.6493  -2.7729  17.9449  -0.0208  0.0039  0.0173
O  4.8728  10.0375  11.6432  -0.1013  0.162  0.0148
O  9.0768  4.4088  13.7015  -0.0746  -0.2084  -0.0174
O  8.4253  -0.5837  10.779  -0.165  0.2849  -0.1643
O  4.335  -6.0169  17.4147  0.056  -0.0861  -0.0233
O  6.0652  -4.5929  14.2085  -0.1053  -0.0674  0.0266

Results
free energy: -135997.210 eV
free energy less fixed offsets of Al -1619.15, F -1619.15, O -568.88, Si -635.61 eV per atom: -1.440 eV

The program warned: the cutoff lies below the one the program advises for these potential files; the model core charge is not resolved on the grid; the forces do not sum to zero within the program's tolerance; the exchange-correlation potential is rough where the density is thin.
